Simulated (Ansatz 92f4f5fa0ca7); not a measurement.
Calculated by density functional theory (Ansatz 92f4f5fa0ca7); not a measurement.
Periodic cell of 273 atoms, Si165O106As2, from a study of silicon, its oxide and their interface. The atomic structure is a simulated model.
Doubt: the cutoff is far below the 930 eV that the study's wrapper takes by default for these files, so forces and energies are approximate.
This geometry differs little from another in the collection (a relaxation step or a small displacement).

Settings: functional PBE; potential files Ansatz PAW; basis plane waves; wave-function cutoff 580 eV; density cutoff ratio 5; exchange-correlation grid ratio 1; k mesh 1 x 1 x 1, Gamma-centred; self-consistency stop 5e-08 eV per atom in the density residual; occupations fixed; spin none; net charge 0.

Cell vectors (angstrom)
a 11.6015 0 0
b 0 13.3963 0
c 0 0 29.8085

Atoms and the computed forces on them: element, x, y, z (angstrom), force x, y, z (eV/angstrom)
Si 11.5472 0.1814 22.9202 0.0022 0.0033 0.0001
Si 3.9119 0.1542 23.0319 0.0012 0.0003 -0.0001
Si 7.6681 0.1207 23.1448 0.0039 0.0007 -0.002
Si 2.0636 3.4542 22.8911 -0.0081 -0.001 -0.0023
Si 5.8984 3.6802 23.0102 -0.001 0.004 0.0008
Si 9.7568 3.5324 23.0376 0.0096 -0.0012 -0.0012
Si 11.657 6.858 23.0644 0.0006 0.0015 -0.0019
Si 3.9539 7.0332 23.1791 0.0005 0.0003 0.0001
Si 7.7848 6.8887 23.264 -0.003 0.0055 0.0014
Si 2.0336 10.2365 23.2467 0.0023 0.0022 -0.0008
Si 5.8573 10.095 23.2914 -0.0022 0.0004 0.0001
Si 9.8444 10.087 23.2238 0.0004 0.0015 -0.0009
Si 11.6936 2.3866 23.7623 0.0001 0.0028 0.0043
Si 3.9924 2.4023 23.7612 0.0019 0.0003 -0.0014
Si 7.786 2.4103 23.7801 -0.0032 0.0004 -0.0007
Si 2.0263 5.7067 23.6984 0.0024 -0.0011 -0.0002
Si 5.8249 5.8029 23.9903 0.0019 -0.0058 0.0013
Si 9.736 5.7259 23.9004 -0.0016 -0.0019 -0.0009
Si 11.7515 9.0236 24.021 -0.0005 0.0004 -0.0008
Si 3.9041 9.1332 24.1738 -0.0001 0.0008 -0.0003
Si 7.849 9.0901 24.0264 0.0016 -0.002 0.0011
Si 1.9117 12.5053 23.8058 -0.0016 -0.0017 -0.0002
Si 5.7749 12.372 23.9213 -0.0011 -0.0008 -0.0021
Si 9.6788 12.3948 23.7917 0.0001 -0.0014 -0.0011
Si 11.6399 2.2923 26.1724 -0.0008 -0.0059 -0.0054
Si 3.91 2.3043 26.1752 -0.0007 -0.0006 0.0005
Si 7.7556 2.309 26.1866 0.0014 -0.0008 0.0007
Si 1.9719 5.6194 26.1425 -0.0001 0.0012 0.0014
Si 5.8098 5.6561 26.3232 0.0001 0.0067 -0.004
Si 9.7033 5.6332 26.2656 0.0005 0.0007 0.0021
Si 11.6627 8.9738 26.347 0.0003 -0.0003 0.0015
Si 3.8816 9.0104 26.4612 0.0011 -0.001 0.0003
Si 7.7897 9.0047 26.3527 -0.001 0.0003 0
Si 1.9215 12.3822 26.206 0 0.0022 0.0007
Si 5.7957 12.3286 26.2808 0.001 0.0008 -0.0001
Si 9.6825 12.3446 26.1947 0.0013 0.0014 0
Si 1.9629 1.1928 27.0186 -0.0094 0.0033 0.0055
Si 5.8248 1.1797 27.0215 -0.001 0.0032 -0.0025
Si 9.6918 1.1799 27.0023 0.008 0.0042 0.0059
Si 11.6437 4.5049 27.0136 0.0002 -0.0006 -0.0014
Si 3.8751 4.5073 27.0356 0.0013 -0.0008 -0.0009
Si 7.753 4.5151 27.0452 -0.0016 -0.0005 -0.0021
Si 1.9611 7.809 27.0773 0.0002 0.0001 -0.0007
Si 5.843 7.8795 27.0909 -0.001 -0.0103 0.0058
Si 9.7118 7.8517 27.0741 -0.0004 0.001 -0.0013
Si 11.6118 11.2347 27.0387 -0.0006 0 -0.0012
Si 3.8442 11.2659 27.0762 -0.0024 -0.0015 -0.0026
Si 7.7571 11.2417 27.0586 0.0016 -0.0019 -0.0006
Si 1.9336 1.1164 29.4135 0.0625 0.1706 -0.1895
Si 5.8008 1.1164 29.4135 0.0531 0.1345 -0.1519
Si 9.6679 1.1164 29.4135 0.0748 0.0791 -0.2725
Si 0 4.4654 29.4135 0.1352 0.0733 -0.1016
Si 3.8672 4.4654 29.4135 -0.0766 0.041 -0.1086
Si 7.7343 4.4654 29.4135 0.0969 0.0324 0.0209
Si 1.9336 7.8145 29.4135 0.0113 -0.1739 0.2967
Si 5.8008 7.8145 29.4135 0.1007 0.0361 0.4043
Si 9.6679 7.8145 29.4135 0.0827 -0.0055 0.1797
Si 0 11.1635 29.4135 0.0111 0.1646 -0.0606
Si 3.8672 11.1635 29.4135 -0.0907 0.2754 0.2622
Si 7.7343 11.1635 29.4135 0.045 0.1946 0.0264
Si 0 0 0.3944 -0.1323 -0.1206 -0.1301
Si 3.8672 0 0.3944 -0.0863 -0.077 0.0115
Si 7.7343 0 0.3944 -0.0474 -0.1304 -0.2804
Si 1.9336 3.3491 0.3944 0.1191 -0.2071 -0.027
Si 5.8008 3.3491 0.3944 -0.137 -0.1409 0.2578
Si 9.6679 3.3491 0.3944 -0.2304 -0.0402 0.0258
Si 0 6.6981 0.3944 -0.1287 -0.0353 0.072
Si 3.8672 6.6981 0.3944 0.0125 -0.1342 -0.0653
Si 7.7343 6.6981 0.3944 -0.0022 -0.021 0.1717
Si 1.9336 10.0472 0.3944 -0.0511 -0.0221 -0.1117
Si 5.8008 10.0472 0.3944 0.1122 -0.0233 -0.201
Si 9.6679 10.0472 0.3944 -0.0092 -0.1293 -0.0613
Si 11.5327 -0.0502 2.7523 -0.0021 -0.0055 0.012
Si 3.8315 -0.0638 2.7524 0.0173 -0.0117 -0.0154
Si 7.6725 -0.0899 2.7215 -0.0295 -0.0133 -0.0172
Si 1.9351 3.255 2.7538 -0.0049 0.0071 -0.0016
Si 5.7448 3.2712 2.8104 0.0011 0.0034 0.0043
Si 9.5828 3.2989 2.7726 0.0021 0.0074 -0.0002
Si 11.5662 6.6222 2.7632 0.0006 -0.0009 -0.0005
Si 3.8688 6.6317 2.7499 -0.0022 -0.0038 0.0003
Si 7.722 6.6576 2.7825 0.0001 -0.0048 -0.0025
Si 1.9126 9.9919 2.7557 0.0024 -0.0013 0.0058
Si 5.8144 10.0474 2.7378 -0.0046 0.0023 -0.0212
Si 9.6704 9.9704 2.758 0.0009 -0.0007 0.0071
Si 11.545 2.2016 3.4566 0.0019 -0.0038 -0.0001
Si 3.8261 2.1024 3.6788 -0.0003 -0.0032 0.004
Si 7.6564 2.0924 3.5787 0.0034 -0.0054 0.0007
Si 1.908 5.4923 3.4839 0.001 -0.0016 -0.0024
Si 5.7984 5.5232 3.5862 0.0002 0.0046 0.0009
Si 9.6349 5.518 3.627 -0.0021 -0.0023 -0.0005
Si 11.601 8.8533 3.5715 -0.0018 -0.0048 -0.0021
Si 3.8897 8.8889 3.4504 0.0116 -0.0047 0
Si 7.7256 8.9005 3.5775 -0.0064 -0.0064 -0.001
Si 1.8644 12.2263 3.5344 0.0025 0.0096 -0.0044
As 5.7571 12.2401 3.7557 0.0184 0.0136 0.0587
Si 9.5937 12.1849 3.5366 -0.0045 0.0101 -0.0068
Si 11.4569 2.1552 5.7766 0.0011 0.0061 -0.0001
Si 3.7334 1.9633 6.1224 0.0042 -0.0064 0.0029
Si 7.561 1.8909 5.9582 0.0031 -0.0054 0.0017
Si 1.8758 5.3741 5.8198 -0.001 0.002 -0.0022
Si 5.7877 5.4396 5.967 -0.0008 0.0086 0.0031
Si 9.5878 5.417 6.0337 0.0016 0.0044 0.0006
Si 11.6189 8.7647 5.9494 -0.0012 -0.0127 0.0004
Si 3.9077 8.784 5.7707 0.0017 0.0129 0.0138
Si 7.7374 8.8228 5.9609 -0.0026 0.0187 0.0132
Si 1.742 12.1579 5.9006 0.0043 0.0124 0.0132
As 5.5679 11.9529 7.3457 0.0527 0.0295 0.1282
Si 9.5138 12.0938 5.9065 -0.0087 0.0072 0.0073
Si 1.6042 0.9578 6.7523 0.0063 -0.0032 -0.001
Si 5.6519 0.9313 7.1702 0.0001 0.0386 0.0017
Si 9.6182 0.9226 6.6175 0.0027 0.004 -0.0045
Si 11.557 4.3079 6.744 0.0061 -0.0025 0.002
Si 3.819 4.2764 6.5901 -0.0021 -0.0052 0.0061
Si 7.6639 4.1244 6.6503 0 -0.0109 0.0043
Si 2.0234 7.6022 6.5281 0.0057 0.0091 0.002
Si 5.811 7.7197 6.7377 0.0002 0.0088 -0.0103
Si 9.6825 7.6913 6.7532 -0.0009 0.0019 -0.0053
Si 11.415 10.963 6.7992 0.0034 0.0019 0.0158
Si 3.5498 10.8996 6.7289 -0.067 -0.0771 -0.0344
Si 7.7257 10.9526 7.018 0.0419 -0.0589 -0.0306
O 9.881 7.8905 8.4115 -0.0019 0.0001 0.0007
O 9.8875 0.8212 8.2656 -0.0033 -0.0004 0.0038
O 1.0158 0.8902 8.3394 0.0018 -0.0004 -0.0015
O 2.7967 10.4993 8.1667 0.0009 0.0184 -0.0057
O 5.8078 7.9338 8.3956 -0.0004 -0.005 -0.0023
O 5.6847 1.264 8.8345 0.0057 -0.0079 0.0006
O 3.7562 4.307 8.2373 0.001 0.0023 -0.0036
O 7.6469 3.7078 8.2817 0.0004 0.0074 -0.0028
O 0.0585 4.2582 8.416 -0.0025 0.0013 -0.0049
O 11.1841 10.9381 8.4588 -0.0023 -0.0021 -0.0087
O 8.2094 10.7419 8.629 -0.0283 0.0262 -0.0105
O 2.3762 7.457 8.1288 0.0005 -0.0013 -0.0014
O 11.4192 0.2064 21.243 -0.0012 -0.0016 -0.0005
O 9.7667 3.6363 21.3745 -0.0029 0.0013 -0.0029
O 4.1419 7.5394 21.5914 0.0001 0.0009 0.0003
O 5.9986 4.164 21.3964 -0.0004 -0.001 -0.0021
O 5.7472 9.7517 21.6567 0.0017 0.0004 0.0014
O 2.1301 3.3781 21.2103 0.0052 0.0002 -0.0003
O 7.3678 13.4536 21.5039 -0.0014 -0.0004 0.0029
O 4.0104 0.1545 21.3694 0.0004 -0.0002 0.002
O 7.7017 6.9783 21.6183 0.0007 -0.0005 -0.0014
O 2.1227 10.174 21.598 -0.0006 -0.0008 0.0017
O 11.5298 6.9696 21.4032 0 0 0.0048
O 10.1725 9.6606 21.6339 -0.0002 -0.0011 0.0027
Si 11.5699 6.433 11.3092 0.002 -0.0004 0.0018
Si 1.5772 10.3586 16.2585 0.0026 0.0018 -0.0023
Si 0.2282 3.6737 9.9341 -0.0002 0.001 0.0047
Si 8.0865 12.8593 20.1771 0.001 0.0011 -0.0019
Si 2.7494 10.436 9.7877 0.0008 0.0012 -0.0113
Si 2.569 10.3902 20.0554 -0.0002 0.0011 -0.0024
Si 10.352 3.6947 19.8533 -0.0031 -0.0004 -0.0012
Si 0.2744 12.7945 17.1213 -0.0008 0.0012 -0.0032
Si 10.8249 0.6951 19.7903 0.0024 -0.0001 -0.0016
Si 3.158 7.7402 16.2416 0.0006 -0.0004 -0.0019
Si 0.3206 6.4842 19.9016 0.0007 -0.0015 -0.004
Si 9.4084 2.5441 14.3436 0.0012 0.0017 0.0016
Si 2.9181 2.5355 11.0683 0.0037 0.0006 0.0007
Si 5.1393 11.9876 15.3595 0.0012 0.0016 -0.0011
Si 4.938 8.6744 20.7121 -0.0008 -0.0001 -0.0028
Si 3.6001 -0.4233 11.2801 0.0011 0.0008 -0.0004
Si 5.5869 8.8827 14.8151 0 -0.0002 -0.0019
Si -0.1965 11.3005 10.0457 0.0063 -0.0024 0.0073
Si 9.4512 10.0123 20.2168 -0.0001 0.0014 -0.0022
Si 3.452 0.0494 19.8388 -0.0004 0.0015 -0.0031
Si 7.4585 4.696 9.557 0.0005 -0.0024 0.0069
Si 2.3696 12.352 14.1612 0.0015 0.0019 -0.0003
Si 6.2389 0.5901 10.2465 -0.002 0.0003 -0.0239
Si 2.781 2.896 19.7727 -0.001 0.0008 -0.0001
Si 5.7231 4.4786 13.7097 0.0012 0.0015 -0.0018
Si 7.4805 0.2221 15.6167 -0.0002 0.0007 -0.0022
Si 9.6125 11.3424 15.2614 0.0014 -0.0004 -0.0018
Si 1.9804 6.5552 13.5634 0.0017 -0.0011 0.0005
Si 2.8536 3.5272 14.0395 -0.0002 0.0013 0
Si 11.6967 9.1669 18.4114 0.0021 0.001 -0.0009
Si 11.2151 0.8586 9.2244 -0.0007 0.0021 0.0031
Si 9.1133 7.3096 9.73 0.001 -0.0002 0.0075
Si 8.6871 8.551 14.6432 0.0013 -0.0001 -0.0007
Si 4.7683 7.1696 12.3728 0.0011 0.0007 0.0013
Si 2.9663 5.6215 18.7627 -0.0004 0.0007 -0.0019
Si 2.5265 7.3829 9.729 -0.0005 0.0013 0.0032
Si 6.2596 8.4406 9.8821 -0.0043 0.0031 0.0016
Si 4.3247 4.7498 9.6773 -0.0023 -0.0035 0.0026
Si 9.3551 10.4723 12.3509 -0.0021 0.0001 0.0045
Si 5.9396 13.045 17.9714 -0.0003 -0.0005 -0.002
Si 7.9728 4.9158 18.4046 0.0004 -0.0004 -0.0023
Si 8.3134 5.4213 15.2598 0.0008 0.0012 -0.0001
Si 7.3599 11.0763 10.0168 -0.0009 0.0134 0.0078
Si 5.3754 4.1923 19.8836 0.0019 -0.0015 -0.0017
Si 0.8052 1.4899 15.0711 0.0002 -0.0004 -0.0004
Si 7.5463 7.5225 20.1044 0.0019 -0.0018 -0.001
Si 7.6669 2.8329 11.9356 0.0018 -0.0017 0.0034
O 3.4446 6.0662 10.1192 0.0013 -0.0003 -0.0019
O 1.9663 2.6564 15.1094 0.0005 0.0002 0
O -0.3853 12.9326 10.1988 -0.0006 -0.0016 -0.0011
O 8.3667 8.8857 19.838 0.0003 0.0003 0.0004
O 2.4071 1.3067 19.5277 0.0002 -0.0002 0.0005
O 8.1341 5.3179 16.8559 0.0002 0.0004 0.0027
O 2.7413 11.9795 19.7073 0.0014 0 0.0012
O 7.1553 8.743 15.1604 0.0007 0 -0.0005
O 1.2919 0.1895 14.1908 0.0002 0.0003 -0.0012
O 4.4127 3.8402 14.4898 0.0003 0.0011 0.0004
O 4.2487 3.4157 10.6486 0.0006 0.0035 -0.0006
O 10.9712 2.0922 14.5426 0.0008 0.0001 -0.0003
O 11.3747 4.8241 11.0083 0.0004 -0.0006 -0.0013
O 10.8531 12.0182 16.0871 0.0018 0.0015 0.0028
O 8.9651 6.9105 14.8451 0.001 0.0007 0.0021
O 1.7814 3.3431 10.2506 -0.0023 0.0013 -0.0008
O 8.4569 5.9202 9.2157 -0.0018 0.0026 -0.0021
O 11.1544 2.2913 19.5417 0.0012 0.0004 0.0005
O 5.3886 7.6057 10.9456 0.002 0.0027 -0.0026
O 11.412 7.5902 18.7881 -0.0001 0 0.0009
O 7.861 8.2383 10.1884 0.0035 -0.0008 -0.0018
O 10.1253 7.1355 10.9974 -0.0025 0.0023 -0.0022
O 9.2303 4.1228 14.8039 0.0005 0.0003 0
O 8.8167 11.4628 20.5218 -0.0005 -0.0007 0.0009
O 10.521 10.5081 11.1876 0.0004 0.0026 -0.0053
O 8.3685 12.2524 15.8055 0.0005 -0.0002 0
O 4.4241 2.8709 19.8243 0.0008 0.0007 0.0016
O 4.6489 0.2358 18.7499 0.0003 0 0.0011
O 10.4675 10.0884 18.9526 0.0001 -0.0002 0.0012
O 6.7857 0.7105 17.0349 0.0008 0.0005 0.0005
O 0.5081 6.7366 12.8408 0.0004 0.0003 -0.0012
O 1.0375 7.1149 10.3032 0.0022 0.0021 -0.0019
O 3.1338 7.1798 12.5739 -0.0008 0.0005 -0.0004
O 3.9433 9.5514 19.7692 0.0007 -0.0003 0.002
O 6.7972 5.2409 14.6675 -0.0004 0.0008 0.0017
O 0.6085 0.9041 16.5805 0.0007 0 0.0014
O 1.5681 11.7717 17.1237 0.0009 -0.0009 0.0009
O 5.3836 8.3161 13.3218 0.0007 0.0014 0
O 2.9517 12.3449 12.638 0.0004 0.0003 0.0003
O 6.4599 3.2322 12.9635 0.001 0 -0.0001
O 2.7993 9.3114 16.595 -0.0007 0.0004 -0.0002
O 5.9968 7.8903 19.7531 -0.0006 0.0004 0.0016
O 1.9425 6.3871 19.7734 0.0001 0.0002 0.0013
O 1.4383 9.687 19.1494 0.0004 -0.0003 0.0009
O 9.4622 9.7179 15.5467 0.0007 0.001 0.0011
O 3.0777 8.8734 10.2157 0.0011 0.0028 -0.0018
O 9.0255 9.0102 13.082 0.0013 0.0006 0.0011
O 2.1428 7.2944 15.0172 0.0005 -0.0001 -0.0005
O 9.1269 3.8411 18.7991 0.0003 0.0004 0.0006
O 4.7294 7.8913 15.8056 0 0.0003 0.0008
O 7.2563 1.5982 10.9884 -0.0019 -0.0017 0
O 8.1249 6.3318 19.1818 0.0006 -0.0003 0.0003
O 5.9012 5.1603 9.6236 0.0042 0.0015 0.0007
O 6.9811 -0.9174 19.0683 0.0008 -0.0005 0.0009
O 11.0563 2.238 10.109 -0.0006 -0.0013 -0.0009
O 9.0217 2.4632 12.7592 0.0001 0.0007 -0.0007
O 9.7291 11.4875 13.609 0.0003 -0.0006 -0.0003
O 6.5568 4.1863 18.767 -0.0005 0.0002 0.0002
O 6.0601 10.0611 10.0337 0.0044 0.0071 -0.0098
O 1.2988 10.8018 10.4088 -0.0011 0.0012 -0.0037
O 5.176 10.465 14.7757 0.0002 -0.0002 0.0005
O 1.6931 10.907 14.6793 0.0007 0.0005 -0.0012
O 11.3913 13.0683 18.6491 -0.0011 0.0001 0.0013
O 5.4315 11.8587 16.9677 0.0006 0.0012 0.0006
O 8.0493 10.9354 11.4944 0.0009 -0.001 -0.007
O 11.2966 5.0055 19.6289 0.0008 0.0009 0.001
O 8.3809 1.4845 15.0966 0.0002 0.0006 -0.0004
O 2.4195 4.0425 18.6158 0.0002 -0.0007 0.0009
O 3.6917 11.6784 10.2879 -0.002 -0.0008 0.0011
O 9.1923 0.5652 19.7119 0.0005 -0.0007 0.0007
O 2.8025 2.6317 12.6831 0.0006 0.0004 0.0019
O 3.6572 12.63 15.1288 -0.0013 0.0001 -0.0009
O 7.9782 4.1005 10.9671 -0.0014 0.0072 -0.0027
O 5.1213 0.1711 11.3708 0.0025 -0.005 0.0015
O 4.4195 5.4826 19.509 0.001 0 0.0012
O 6.2204 13.0562 14.692 0.0004 0.0005 0.0011
O 3.0551 6.563 17.4021 0.0008 0.0003 0.0013
O 2.8047 0.9254 10.7315 0.0004 -0.0009 -0.0002
O 0.2949 9.4455 16.7983 -0.0003 0.0003 0
O 5.2313 5.6294 12.6609 -0.0008 0.0018 0.0001
O 2.1324 4.9557 13.7897 0.0004 0.0006 -0.0009
O 7.0646 12.6568 9.8634 -0.0173 -0.0169 -0.0262

Results
free energy: -174885.925 eV
free energy less fixed offsets of As -4856.12, O -568.88, Si -635.61 eV per atom: 3.245 eV

The program warned: the cutoff lies below the one the program advises for these potential files; the forces do not sum to zero within the program's tolerance; the exchange-correlation potential is rough where the density is thin.
